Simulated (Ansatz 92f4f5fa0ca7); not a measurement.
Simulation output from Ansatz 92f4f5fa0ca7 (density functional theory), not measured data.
Periodic cell of 220 atoms, Si132O88, from a study of silicon, its oxide and their interface. The atomic structure is a simulated model.
This geometry differs little from another in the collection (a relaxation step or a small displacement).

Settings: functional r2SCAN; potential files Ansatz PAW; basis plane waves; wave-function cutoff 800 eV; density cutoff ratio 5; exchange-correlation grid ratio 1; k mesh 1 x 1 x 1, shifted by 0.5 0.5 0 of a step; self-consistency stop 1e-10 eV per atom in the density residual; occupations fixed; spin none; net charge 0.

Cell vectors (angstrom)
a	10.88	0	0
b	0	10.88	0
c	0	0	31.822

Atoms and the computed forces on them: element, x, y, z (angstrom), force x, y, z (eV/angstrom)
Si	1.4517	1.4298	-0.7187	-0.0008	-0.0026	0.0026
Si	2.9657	3.2197	-0.6154	0.0017	0.0015	0.0034
Si	-0.3085	5.6902	-0.4381	-0.0012	0.0051	-0.0107
Si	5.2772	10.3635	-0.308	0.0006	-0.0053	-0.003
Si	6.4819	-2.4016	-1.1891	-0.0038	0.0074	-0.0012
Si	7.0713	3.0629	-0.2555	0.0004	0.0145	-0.0007
Si	5.6815	4.9596	0.0999	0.0026	-0.0054	0.0047
Si	9.39	8.3448	-1.378	-0.0008	0	0.0027
Si	0.8194	0.8081	1.4214	0.0019	0.0013	0.0012
Si	3.9537	4.0331	1.3285	-0.0013	0.0004	-0.0019
Si	1.6839	7.1898	1.4617	0.0051	0.014	0.0034
Si	3.9086	9.345	1.3608	-0.0025	0.0042	0.0084
Si	6.4784	1.1301	1.0067	0.0053	-0.0003	0.0034
Si	9.5936	4.2268	1.2078	-0.0173	0.0077	0.0009
Si	6.6144	6.6906	1.3729	-0.002	-0.0025	-0.0013
Si	10.0221	9.9392	1.3403	-0.0018	0.0015	-0.0004
Si	-0.0065	2.7412	2.5539	0.0012	-0.0061	0.0018
Si	2.6682	-0.0105	2.6596	0.0026	-0.0021	0.0002
Si	0.0752	8.2897	2.7438	0.0022	0.0007	0.0008
Si	2.7465	5.4953	2.6795	0.0009	-0.0017	-0.0002
Si	5.3462	2.5857	2.5523	0.0013	0.0008	-0.0005
Si	8.1413	0.0676	2.4033	-0.0018	-0.0002	0.002
Si	5.3753	8.1258	2.7465	0.0013	0.0003	0.0006
Si	8.2279	5.5291	2.6267	0.0034	0.0023	0.0026
Si	1.3715	4.0893	3.9423	0.0025	0.0024	0.0027
Si	4.0359	1.3548	4.0097	-0.0008	-0.0008	0.0009
Si	1.4089	9.5646	4.14	0.0025	0.0004	0.0005
Si	4.0718	6.7811	4.1198	-0.004	0.0039	-0.0009
Si	6.7902	4.0441	3.8608	0.0018	-0.0021	-0.0007
Si	9.4396	1.4228	3.9076	0.0002	0.0007	0.0005
Si	6.8561	9.555	3.8799	-0.0003	-0.0001	0.0003
Si	9.5739	6.8623	3.9981	-0.0023	0.0002	0.0018
Si	-0.0348	0.0808	5.3266	0.0012	-0.0013	-0.0005
Si	2.7165	2.7559	5.34	0.002	-0.0004	-0.0006
Si	0.0381	5.4595	5.3163	-0.0016	-0.0004	0.001
Si	2.7425	8.1683	5.4494	-0.0004	-0.0007	-0.0021
Si	5.4786	-0.0027	5.2887	-0.0009	0.0013	0.0004
Si	8.1229	2.7463	5.3195	-0.001	0.0002	-0.0004
Si	5.4889	5.3932	5.3305	-0.0006	-0.0011	-0.0008
Si	8.1983	8.2251	5.3079	0.0022	0.0001	0.0003
Si	1.3558	1.4024	6.6837	0.0001	-0.0001	-0.0006
Si	4.1025	4.08	6.7053	-0.001	0.0009	0.0001
Si	1.3456	6.8266	6.7349	0.0018	0.0004	0.0002
Si	4.1595	9.5404	6.7025	0.0009	0.0001	-0.0007
Si	6.8076	1.3518	6.6998	0.0006	0.0004	0
Si	9.5578	4.0881	6.6376	0.0014	0.0011	-0.0005
Si	6.8713	6.798	6.6324	-0.0006	0.0015	0.0004
Si	9.5321	9.5724	6.7074	-0.0016	0.0006	0.0007
Si	-0.001	2.7308	8.0439	0.0008	-0.0001	0.0005
Si	2.7504	0.0275	8.0068	0.0006	-0.0004	0.0004
Si	0.0039	8.2164	8.0896	0.0009	0.0003	-0.0001
Si	2.7269	5.469	8.0306	0.0002	0.0016	0.0003
Si	5.4502	2.7034	8.0619	-0.0004	-0.0003	0.0001
Si	8.2102	0.0358	8.1076	0.0011	-0.0006	0.0003
Si	5.5527	8.1744	8.0064	0.0004	0.0001	0.0001
Si	8.2649	5.4783	7.9938	-0.0003	-0.0024	-0.0001
Si	1.3332	4.1177	9.3573	0.0007	0.0003	-0.0008
Si	4.0629	1.3513	9.4239	0.0003	-0.0003	0.0003
Si	1.3887	9.6034	9.4072	-0.0002	-0.0009	0.0004
Si	4.1481	6.8414	9.2957	0.0003	0	0.0006
Si	6.9557	4.0486	9.2846	0.0008	0.0014	-0.0003
Si	9.6019	1.3771	9.5001	0.0012	0.0008	0
Si	6.8988	9.4885	9.4442	0.001	0.0006	0.0002
Si	9.5482	6.8377	9.4547	0.0001	0	-0.0008
Si	0.1469	0.0877	10.9207	0.0011	0.0001	0.0014
Si	2.6813	2.7926	10.7015	-0.0016	-0.0007	-0.0012
Si	-0.0188	5.4149	10.7865	0.0018	-0.0017	-0.0004
Si	2.7929	8.2146	10.642	0.0016	-0.0018	0.0024
Si	5.4912	-0.0321	10.7256	0.0004	-0.0016	0.0004
Si	8.2212	2.7506	10.8272	-0.001	-0.0015	0.0007
Si	5.6233	5.4815	10.4902	-0.0003	-0.0003	-0.0004
Si	8.2815	8.1988	10.9155	0.0011	0.0018	-0.0008
Si	1.3527	1.6532	12.3159	-0.001	0.0038	-0.0015
Si	4.3637	4.0441	11.7328	0.0017	0.0012	-0.0025
Si	1.5304	6.7451	11.9109	-0.0029	0.0008	0.0031
Si	4.1707	9.4527	12.079	-0.0009	0.0074	-0.0104
Si	6.8308	1.3261	12.0998	-0.0021	0.001	-0.0024
Si	9.4642	4.1518	12.2966	-0.0026	0.0046	0.0033
Si	6.7919	6.7267	12.0626	-0.0013	0.0006	-0.001
Si	9.7027	9.5992	12.3149	-0.0006	-0.0014	0.0003
Si	-0.1876	2.8086	13.8086	-0.0005	-0.002	0.0006
Si	3.2352	1.0565	13.6507	0.003	-0.0073	-0.0027
Si	0.2499	7.9713	13.4023	0.0022	0.0036	0.0013
Si	3.1091	5.3941	13.0462	0.0072	0.0161	-0.0189
Si	5.1875	2.5	13.3101	-0.0004	0.002	0.0004
Si	8.1414	0.0319	13.5821	0	-0.0016	-0.0019
Si	5.36	7.9888	13.3785	-0.0005	0.0002	-0.0019
Si	7.7437	5.2073	13.5643	0.0033	-0.0005	-0.0013
Si	1.5113	3.9259	15.0677	-0.0199	-0.0057	0.0156
Si	2.8601	1.3767	15.9295	0.004	-0.0003	-0.0024
Si	1.9468	6.9786	15.5937	0.0089	0.002	-0.0039
Si	4.1079	6.5725	14.7879	0.0003	0.002	0.0063
Si	6.5375	3.6627	14.9423	-0.0041	0.0002	0.0035
Si	9.0276	1.6577	15.0792	0.0002	0.0027	-0.0018
Si	6.7875	9.3072	14.6232	0.0002	-0.0001	0.0043
Si	8.7293	6.7932	14.9296	0.0068	0.0036	0.0032
Si	3.5466	5.4815	18.9253	0.0023	0.0005	-0.0019
Si	0.6568	-0.4037	19.1912	-0.0012	-0.0023	-0.0013
Si	2.6756	8.2699	18.109	-0.0006	-0.0021	-0.0031
Si	7.1747	-1.4325	19.0169	-0.0034	0.003	-0.0011
Si	4.9088	10.2277	17.0934	-0.0013	0.0026	0.0008
Si	3.6984	-5.5858	21.9966	-0.0014	0.0017	-0.0026
Si	2.7056	1.4466	20.4208	-0.0011	-0.0016	-0.0004
Si	-5.2415	18.8139	24.8121	-0.0007	-0.0008	-0.0004
Si	7.9023	-3.8	17.5135	-0.0027	-0.0023	-0.002
Si	12.3802	3.4165	18.934	0.0016	0.001	0.0016
Si	-0.5639	1.4185	22.8179	-0.0002	-0.0002	-0.001
Si	-2.3441	8.3395	25.3226	-0.0003	0.0019	-0.0017
Si	0.2114	1.1105	17.3921	-0.0018	0.0008	-0.0032
Si	-1.7716	-0.266	20.8161	-0.0011	0.0007	0.0003
Si	4.924	15.9597	24.6934	-0.0005	-0.0026	-0.0013
Si	14.7741	-0.578	21.8968	-0.0026	0	-0.0011
Si	6.1725	4.734	27.2835	0.0003	-0.0005	-0.003
Si	-3.1897	13.8853	29.3018	0.0011	-0.0019	0.0102
Si	5.4509	5.3829	16.4021	-0.0009	-0.0025	-0.0034
Si	12.03	9.6194	23.1562	-0.0023	0.0012	0.0008
Si	9.9751	9.0702	27.6657	-0.0007	-0.002	0.0065
Si	11.9802	5.0248	29.663	-0.003	-0.0018	0.0046
Si	-12.359	-13.4938	22.5013	-0.0026	-0.0002	-0.0027
Si	7.591	7.4197	20.2571	-0.0006	-0.0047	0.0023
Si	5.3622	6.7637	29.314	0.0018	0.0015	0.0013
Si	-5.7118	0.018	24.5791	0	0.0007	-0.0022
Si	8.1553	0.5103	24.7959	0.0009	-0.0016	0.0023
Si	1.7775	-1.5516	26.2613	0.0012	-0.0019	-0.0002
Si	5.2234	-3.2126	21.8978	-0.0012	-0.004	-0.003
Si	3.4284	-6.9874	26.7864	-0.001	0.0001	0.0008
Si	2.5678	-4.1815	27.8719	-0.0007	-0.0018	0.0017
Si	10.518	2.663	28.9874	0.0001	0.0042	0.0002
Si	3.6403	0.9581	26.972	-0.001	-0.0005	0.0014
Si	1.4179	3.4465	21.9006	-0.0008	-0.0015	0.0005
Si	8.6628	0.9339	27.6369	0.0009	0.002	0.0026
Si	14.9177	11.6752	30.0053	0.0004	-0.0021	0.0025
O	-0.8147	-9.1145	-4.0978	0.0003	-0.0019	-0.0042
O	-3.1938	1.4394	-2.9951	-0.0009	-0.0029	-0.0026
O	4.2023	2.3843	-1.3747	-0.0009	-0.0011	0.0002
O	4.7425	1.014	-6.0439	0.0007	0.0013	0.0001
O	-1.4463	6.7842	-0.9053	0.0011	-0.0041	0.0041
O	0.1494	12.549	-1.6651	0.0002	-0.0034	0.0045
O	2.7952	8.2275	0.8356	0.0045	-0.0022	-0.007
O	5.2914	5.5818	-1.3851	0.0013	0.0006	-0.0004
O	8.5712	3.2224	0.4177	0.0057	-0.0162	-0.0073
O	9.8565	-1.5327	-0.1926	0.0017	-0.002	0.0013
O	7.9124	-2.114	-1.9097	0.0012	-0.0021	-0.0017
O	4.9152	-1.5233	-6.7475	-0.0025	0	0.001
O	-1.9914	10.2466	-3.999	-0.0016	-0.0023	0.0024
O	15.2248	11.5667	-3.4101	0.0005	-0.0009	-0.0008
O	11.6009	3.8012	-3.1866	0.0011	0.0012	-0.0029
O	2.1204	4.8301	18.4595	-0.0025	-0.0004	-0.0017
O	1.2819	5.4575	15.5876	-0.0028	0.0005	-0.0016
O	2.51	3.008	16.0399	0.0008	0.0024	-0.0021
O	4.1168	0.7685	16.8248	0	-0.0004	0.001
O	1.2691	8.1685	14.6813	-0.004	0.0009	0.0009
O	1.7016	7.4911	17.101	-0.0013	0.0018	-0.0019
O	3.4712	10.3484	13.2785	-0.0012	-0.0049	0.0139
O	6.5089	6.5559	16.8497	0.0008	-0.001	0.0013
O	3.9381	4.9191	20.4195	-0.0007	-0.0016	0.0003
O	3.7873	-1.8117	17.2459	-0.0027	-0.0033	-0.001
O	13.2422	4.0673	13.6987	0.015	-0.0167	-0.0078
O	5.9034	9.9487	15.8462	0.0017	0.0005	-0.003
O	7.9716	8.239	15.0205	-0.0052	0.0016	-0.0023
O	-2.9741	-0.1572	19.7419	-0.0015	0.0018	-0.0005
O	2.7949	2.4139	19.1301	0.0002	0.0012	-0.0018
O	-1.1498	1.1263	16.4841	0.0002	0.0011	0.0021
O	-3.1171	2.654	15.4902	0.0049	-0.0029	-0.0006
O	-0.8195	6.9215	14.0401	0.0013	-0.0035	-0.0053
O	3.3958	7.1104	19.0086	-0.0009	-0.0016	0.0022
O	4.8729	-6.0465	23.0715	0.0016	-0.0016	-0.0004
O	8.8253	-3.5774	21.3302	0.0004	0.0011	0.0027
O	12.6414	9.311	18.9333	-0.0029	0.0021	-0.0004
O	4.6339	-5.8349	17.7929	0.0004	0.0014	0.0018
O	4.3153	0.2249	23.2311	-0.0008	0.001	0.0019
O	0.4559	-10.673	23.1659	0.0006	-0.0009	0.0009
O	3.8045	-3.967	22.0822	-0.001	-0.0012	0.0004
O	0.4338	2.6581	17.9656	-0.0001	-0.0029	-0.0022
O	2.5803	2.3151	21.7785	-0.0007	-0.001	0.0015
O	-4.809	7.8061	23.2624	0.0027	-0.0013	0.0001
O	12.3566	11.5649	16.447	-0.0043	-0.004	0.0021
O	2.8372	2.3917	27.0082	-0.0007	-0.0007	-0.0004
O	8.725	-1.1623	22.1261	-0.0023	-0.0017	0.0014
O	3.7627	4.0859	25.2121	-0.0002	-0.0003	-0.0025
O	7.3274	-7.0088	27.9721	-0.0003	0.0013	-0.0005
O	0.2223	2.8482	22.8195	-0.0015	-0.0002	0.0013
O	6.1814	6.1978	28.0034	-0.0015	0.0008	-0.0013
O	13.0928	4.7674	22.4357	-0.0002	0.0005	0.0007
O	-2.0978	9.9199	25.0347	-0.0004	-0.0002	0.0004
O	3.9147	0.4276	20.627	0.0006	0	-0.0008
O	-0.5951	-1.0444	19.9976	-0.0014	-0.0029	0.0024
O	5.8078	10.1426	18.444	0.001	0.0011	0.003
O	7.9709	1.2354	26.2204	-0.0022	0	-0.0029
O	8.0286	-4.4167	19.007	-0.001	0.0018	0.0023
O	-1.6424	14.3435	29.56	-0.001	0.0047	-0.0006
O	7.892	8.7162	17.7089	0	-0.0008	0.0003
O	11.7101	3.6778	20.3992	-0.0002	-0.0002	-0.0008
O	9.6055	1.1698	21.3641	-0.0004	0.0018	0.0007
O	9.0705	6.545	16.5216	0.0013	0.0007	0.0018
O	2.446	-1.231	22.1896	0.001	0.0005	-0.0015
O	-3.8731	7.94	25.6617	-0.0004	0.0008	0.0007
O	6.1878	6.8692	20.8802	-0.0001	0.0009	0.0009
O	9.3944	18.8229	26.6371	-0.001	-0.0017	-0.0003
O	-1.746	1.4316	23.9137	-0.0025	0	0.0006
O	10.3247	8.5097	29.1327	0.001	0.0011	-0.0022
O	13.3949	4.5433	30.3494	-0.0002	0.0014	0.0012
O	2.4664	11.2788	30.2956	-0.0012	0.0007	-0.0031
O	2.626	5.2453	27.1414	0.0004	-0.0001	-0.0005
O	11.7995	6.5768	32.0005	-0.0038	-0.0088	0.0051
O	13.1801	7.9032	26.8318	0.0002	0.0002	-0.0014
O	0.1257	-2.3755	22.5612	-0.0012	-0.0001	-0.0004
O	4.6577	-4.2156	25.0751	-0.0008	0.0012	0.0005
O	6.6927	11.1994	24.1498	-0.0025	-0.0009	-0.0011
O	8.9814	7.6377	23.9353	-0.0011	-0.0001	0.002
O	-5.9475	-1.7093	21.4141	0.0007	0.0015	-0.0025
O	1.5954	-1.6599	24.6586	-0.001	-0.0005	-0.0004
O	1.3267	0.6262	20.2514	-0.0008	0.0014	0.0002
O	7.0261	-3.1113	32.0162	-0.0008	-0.0009	-0.0015
O	2.7087	-0.2965	26.6308	0.0005	0.0002	-0.0004
O	0.3972	-1.1832	26.985	-0.0009	0.0009	-0.0003
O	3.8807	-3.7841	28.7349	-0.0014	-0.001	-0.0005
O	12.222	6.4406	28.9001	0	0.0008	-0.002
O	6.2507	-6.1046	25.6338	0.0013	-0.0003	-0.0036
O	4.7935	3.9614	27.6518	0.0003	0.0001	0.0003

Results
free energy: -134612.710 eV
free energy less fixed offsets of O -570.45, Si -639.56 eV per atom: 8.810 eV

The program warned: the cutoff lies below the one the program advises for these potential files; the forces do not sum to zero within the program's tolerance; empty levels may hold ghost states of the PAW files; the exchange-correlation potential is rough where the density is thin.
